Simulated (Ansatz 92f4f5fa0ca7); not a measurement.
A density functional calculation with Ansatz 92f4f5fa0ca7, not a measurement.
Periodic cell of 228 atoms, Si134O92H2, from a study of silicon, its oxide and their interface. The atomic structure is a simulated model.

Settings: functional PBE; potential files Ansatz PAW; basis plane waves; wave-function cutoff 700 eV; density cutoff ratio 5; exchange-correlation grid ratio 1; k mesh 2 x 2 x 1, shifted by 0.5 0.5 0.5 of a step; self-consistency stop 5e-08 eV per atom in the density residual; occupations fixed; spin none; net charge 0.

Cell vectors (angstrom)
a	10.938	0	0
b	0	10.938	0
c	0	0	32.2021

Atoms: element, x, y, z (angstrom)
Si	0.2322	-0.3618	24.8489
Si	5.5368	-0.3092	24.6737
Si	2.5838	2.9062	24.7198
Si	8.0167	3.1327	24.5677
Si	0.205	5.0414	24.6944
Si	5.6701	5.3056	24.8115
Si	2.4567	8.2593	24.9325
Si	7.8615	8.4497	24.64
Si	1.395	1.3197	26.0335
Si	6.8301	1.3702	25.8115
Si	4.0879	4.1036	26.0697
Si	9.5601	4.0364	26.1041
Si	1.223	6.7115	26.0953
Si	6.8624	6.8524	26.0808
Si	4.0954	9.4789	26.1258
Si	9.4728	9.5272	26.0441
Si	2.7607	-0.0106	27.4331
Si	8.1644	0.0523	27.3561
Si	0.0194	2.6767	27.4265
Si	5.4975	2.702	27.3561
Si	2.7205	5.465	27.4338
Si	8.2376	5.4801	27.432
Si	-0.0672	8.1801	27.424
Si	5.4873	8.1674	27.4646
Si	4.1018	1.3673	28.7839
Si	9.5708	1.3673	28.7839
Si	1.3673	4.1018	28.7839
Si	6.8362	4.1018	28.7839
Si	4.1018	6.8362	28.7839
Si	9.5708	6.8362	28.7839
Si	1.3673	9.5708	28.7839
Si	6.8362	9.5708	28.7839
Si	0	0	30.1511
Si	5.469	0	30.1511
Si	2.7345	2.7345	30.1511
Si	8.2035	2.7345	30.1511
Si	0	5.469	30.1511
Si	5.469	5.469	30.1511
Si	2.7345	8.2035	30.1511
Si	8.2035	8.2035	30.1511
Si	1.3673	1.3673	31.5184
Si	6.8362	1.3673	31.5184
Si	4.1018	4.1018	31.5184
Si	9.5708	4.1018	31.5184
Si	1.3673	6.8362	31.5184
Si	6.8362	6.8362	31.5184
Si	4.1018	9.5708	31.5184
Si	9.5708	9.5708	31.5184
Si	2.7345	0	0.6835
Si	8.2035	0	0.6835
Si	0	2.7345	0.6835
Si	5.469	2.7345	0.6835
Si	2.7345	5.469	0.6835
Si	8.2035	5.469	0.6835
Si	0	8.2035	0.6835
Si	5.469	8.2035	0.6835
Si	4.1018	1.3673	2.0507
Si	9.5708	1.3673	2.0507
Si	1.3673	4.1018	2.0507
Si	6.8362	4.1018	2.0507
Si	4.1018	6.8362	2.0507
Si	9.5708	6.8362	2.0507
Si	1.3673	9.5708	2.0507
Si	6.8362	9.5708	2.0507
Si	0	0	3.418
Si	5.469	0	3.418
Si	2.7345	2.7345	3.418
Si	8.2035	2.7345	3.418
Si	0	5.469	3.418
Si	5.469	5.469	3.418
Si	2.7345	8.2035	3.418
Si	8.2035	8.2035	3.418
Si	1.3796	1.3673	4.6968
Si	6.8508	1.3786	4.7775
Si	4.0986	4.1202	4.7634
Si	9.5607	4.1447	4.7887
Si	1.3455	6.859	4.8596
Si	6.8219	6.8791	4.7639
Si	4.0953	9.564	4.7867
Si	9.5947	9.5511	4.8385
Si	2.7326	0.0424	6.0782
Si	8.2324	0.0618	6.1598
Si	0.0708	2.7655	6.0296
Si	5.5426	2.8119	6.1071
Si	2.7458	5.4749	6.177
Si	8.27	5.6204	6.1419
Si	0.0332	8.2236	6.3565
Si	5.4464	8.2141	6.1782
Si	3.9081	1.6503	7.3004
Si	9.9129	1.231	7.3701
Si	1.6246	3.8221	7.4402
Si	6.7073	4.4496	7.3767
Si	4.3603	6.5611	7.5023
Si	9.2595	7.1747	7.7059
Si	1.2038	9.9374	7.54
Si	7.0065	9.4479	7.4301
O	5.5139	5.4522	7.9129
O	0.0209	0.0859	7.9369
O	2.7906	2.7293	7.8417
O	8.1544	8.3742	7.891
O	1.388	9.4378	24.5198
O	6.7557	4.1672	24.3305
O	6.6956	9.544	24.1807
O	1.4312	4.0065	24.3017
O	6.3402	10.0279	8.8252
O	0.9607	4.2314	8.8976
O	1.9484	9.5395	8.9537
O	7.5748	4.055	8.7255
O	9.4784	6.7106	9.3028
O	4.5142	0.9655	8.653
O	3.727	7.044	8.9389
O	9.5258	2.1491	8.681
O	4.6369	0.1192	23.3529
O	8.7955	3.1915	23.0751
O	10.4408	5.3063	23.2173
O	5.1841	6.0609	23.4291
O	8.451	7.8215	23.2402
O	3.2933	2.3784	23.3188
O	2.9113	7.4457	23.5843
O	10.6084	0.0505	23.3494
Si	-0.447	9.1321	12.3494
Si	9.0911	2.6743	14.7667
Si	4.101	12.0628	14.2926
Si	-0.0275	11.5981	13.6314
Si	10.3623	4.855	16.6165
Si	2.188	4.8035	14.9192
Si	11.0853	3.7926	19.5064
Si	3.5215	0.9737	22.5069
Si	2.0641	9.4891	10.5798
Si	0.1947	-2.9955	20.6234
Si	7.3938	2.4669	19.6555
Si	8.1909	2.7144	9.4077
Si	4.6275	-0.4295	11.7794
Si	8.7188	6.9581	10.7581
Si	1.3403	4.297	10.4825
Si	4.9912	11.3572	19.8809
Si	11.5099	-0.2418	22.0075
Si	3.3853	6.7555	10.5141
Si	9.4212	4.4723	22.2212
Si	3.5145	7.4912	15.3996
Si	4.8049	3.3528	15.9376
Si	9.3452	4.1229	11.8645
Si	-0.7023	1.0035	19.3699
Si	15.6447	0.7768	17.0506
Si	6.4826	4.8377	17.7714
Si	0.9341	-1.7498	14.9004
Si	12.7841	2.6598	12.6545
Si	2.1924	5.6773	20.5164
Si	15.183	6.6561	18.4292
Si	6.4892	-2.5897	14.5347
Si	5.572	8.3767	20.5217
Si	8.3575	7.1223	16.8433
Si	5.9652	7.608	11.6369
Si	7.4233	0.1971	15.5508
Si	8.311	7.217	21.7229
Si	3.9628	6.7207	22.5948
Si	5.8858	0.5479	9.3984
Si	9.738	-1.208	17.1806
O	9.539	7.7403	20.8062
O	6.0182	15.3523	16.2363
O	11.6228	-1.8106	21.619
O	7.2585	14.568	18.5163
O	5.6177	9.9949	20.5096
O	8.7688	-0.2432	16.3136
O	7.082	1.5794	9.1375
O	0.9571	-4.3665	21.067
O	6.6817	-3.3531	13.1015
O	12.5847	4.2443	19.9847
O	0.525	-2.6909	19.0534
O	0.599	9.6935	11.2317
O	-1.4928	8.1529	11.6076
O	1.716	4.0224	13.5667
O	5.2417	9.0461	11.4924
O	3.2716	5.5144	21.7263
O	7.1518	7.3815	10.5364
O	4.217	0.0929	18.4559
O	-0.6081	10.673	18.3674
O	2.0848	0.2523	22.3371
O	-1.1009	10.531	12.9654
O	4.7097	-0.0507	13.3542
O	7.4321	7.5625	15.5875
O	3.7246	0.4638	15.7572
O	-2.2402	-5.3335	11.6707
O	4.6853	13.3376	17.2614
O	2.203	3.0468	11.1087
O	2.6016	8.05	11.0845
O	9.1346	3.5985	13.4028
O	5.1282	-3.0524	19.0295
O	9.6572	6.2922	16.3185
O	5.1035	5.2713	18.5537
O	9.3687	3.6735	16.0378
O	-0.6153	1.6126	14.7971
O	6.9797	-11.9526	14.5132
O	2.3729	8.6344	15.3663
O	6.2202	11.2405	16.6522
O	10.8907	4.3283	11.3518
O	14.7414	-3.948	16.916
O	5.6017	0.6003	10.9889
O	6.984	7.7424	20.9661
O	7.7627	1.6915	14.8991
O	10.1113	14.8566	20.8359
O	1.1532	10.7123	14.336
O	2.3192	5.5639	10.7028
O	13.8223	6.2422	14.5349
O	11.82	4.9178	15.8871
O	0.268	8.3613	13.6272
O	4.4566	7.898	21.5988
O	10.9182	9.1794	16.2086
O	0.5231	12.6457	12.516
O	8.5503	3.0231	10.9523
O	10.7448	0.5591	20.8395
O	10.5543	4.6938	18.2432
O	8.7189	1.5635	19.412
O	2.8514	6.4914	19.2572
O	11.1953	-8.6775	18.9524
O	6.1729	12.3662	19.4946
O	14.2775	4.0138	15.7474
O	8.2856	5.5783	21.7926
O	4.7692	6.5053	11.3695
O	4.8957	8.1561	14.8627
O	-2.0922	8.4422	17.6788
O	5.1077	13.3328	14.631
O	3.1112	-0.3393	11.1682
O	7.462	-4.804	17.7759
O	4.0655	1.1775	20.987
O	13.8682	1.7475	13.3977
H	7.3617	3.0764	20.9905
H	1.3501	-3.101	18.7389

Results
free energy: -137559.769 eV
free energy less fixed offsets of H -17.10, O -569.03, Si -635.61 eV per atom: -3.069 eV

Forces (eV/angstrom), in the order of the atoms: element, x, y, z
Si	0.0105	-0.0146	-0.0355
Si	-0.0294	-0.002	-0.0122
Si	0.0088	0.0055	-0.0166
Si	0.0001	0.0463	-0.0516
Si	-0.0111	-0.022	-0.0432
Si	0.0053	-0.0029	-0.0561
Si	0.011	0.0004	-0.0334
Si	0.0122	0.0046	-0.0457
Si	-0.002	0.0237	0.0053
Si	0.0119	0.0069	0.0116
Si	0.0017	0.0013	0.0027
Si	0.0223	0.0315	0.0013
Si	-0.0027	-0.0218	0.0127
Si	0.0038	0.018	0.0132
Si	-0.0136	0.0061	-0.022
Si	-0.0121	-0.0215	-0.0036
Si	-0.0152	0.0024	0.0074
Si	-0.0132	0.0024	0.0115
Si	0.0214	0.0064	-0.006
Si	0.0232	-0.0092	0.0104
Si	0.0039	-0.0146	-0.0001
Si	-0.0164	-0.0123	-0.0003
Si	0.0069	0.0135	-0.0006
Si	0.0161	0.0128	0.0042
Si	0.2858	0.0221	-0.0818
Si	-0.1661	-0.1903	-0.032
Si	-0.0318	-0.1918	0.0567
Si	0.0148	-0.113	-0.3082
Si	-0.1419	-0.1484	0.2405
Si	-0.0999	-0.043	0.5288
Si	-0.1535	-0.122	-0.2019
Si	0.0592	0.2918	-0.1118
Si	-0.1074	-0.0859	-0.0173
Si	-0.0063	0.0016	-0.0025
Si	-0.0086	0.0513	-0.0237
Si	0.0205	0.0201	-0.0221
Si	-0.0227	0.004	-0.0008
Si	-0.1059	-0.0585	-0.0137
Si	-0.0093	-0.0412	-0.0066
Si	0.0574	0.0049	-0.0008
Si	0.0462	-0.0093	-0.0069
Si	0.007	-0.0066	-0.0123
Si	0.0174	-0.0195	0.018
Si	-0.0003	0.0001	-0.0038
Si	0.0082	-0.0221	-0.0026
Si	-0.0148	0.0371	-0.0057
Si	0.0017	0.0441	-0.0044
Si	0.0276	-0.0158	0.0238
Si	0.009	-0.0364	0.0068
Si	-0.0526	0.0445	-0.014
Si	-0.0149	0.0126	0.0077
Si	0.019	-0.0349	-0.0074
Si	-0.0149	0.0203	-0.0075
Si	0.0151	-0.0111	0.003
Si	-0.0015	0.0005	0.0003
Si	-0.0509	-0.0035	0.0076
Si	0.0096	0.0798	-0.0132
Si	0.0027	-0.037	0.0239
Si	0.0899	0.0259	0.0175
Si	-0.0074	0.0073	-0.0008
Si	0.0196	-0.0402	0.0213
Si	0.0211	0.023	0.0191
Si	-0.0345	-0.0032	0.0022
Si	0.101	0.0661	0.0057
Si	-0.1787	-0.3177	-0.1336
Si	0.0341	-0.0215	0.1066
Si	0.2823	0.1409	-0.443
Si	0.0576	0.1969	0.0118
Si	0.0959	0.2554	0.1845
Si	0.0267	0.1152	-0.1423
Si	-0.2076	-0.0838	0.2402
Si	0.153	0.2548	-0.0002
Si	0.0019	-0.0077	0.0013
Si	-0.0002	-0.0088	-0.0098
Si	-0.001	0.0046	0.0001
Si	-0.0071	0.0083	0.0028
Si	-0.0127	0.014	-0.0158
Si	0.0007	0.0042	0.0045
Si	0.0079	-0.0027	-0.0086
Si	-0.0008	-0.0144	0.0053
Si	-0.0016	-0.0236	0.0179
Si	0.0058	0.0126	-0.0096
Si	-0.0101	0.0116	-0.003
Si	0.0019	0.0054	0.0055
Si	-0.0211	-0.0038	-0.0084
Si	0.004	-0.0219	0.0014
Si	0.0001	-0.0121	-0.0262
Si	-0.0136	-0.0053	-0.0044
Si	-0.0109	-0.0075	0.0335
Si	0.0072	0.0022	0.037
Si	0.0036	-0.0254	0.0551
Si	-0.0062	0.0118	0.0243
Si	0.0113	-0.0168	0.0568
Si	-0.0472	0.0076	0.0555
Si	0.0063	0.0175	0.0398
Si	0.0092	-0.0128	0.0388
O	0.0005	0.0073	0.0259
O	0.0112	-0.0015	0.0249
O	-0.0053	0.0135	0.0265
O	0.0069	0.0005	0.0236
O	-0.0218	0.0095	-0.0426
O	0.0063	-0.0117	-0.0336
O	0.0175	-0.0131	-0.0361
O	0.0059	-0.0087	-0.0319
O	0.012	0.0043	-0.0128
O	0.0169	-0.0051	-0.017
O	-0.0194	0.0034	0.005
O	-0.0003	-0.0143	0.0022
O	-0.011	0.0124	-0.0189
O	0.0076	0.006	-0.0079
O	0.0118	-0.0126	-0.0013
O	-0.0067	-0.0064	-0.0066
O	0.018	0.0125	-0.0013
O	-0.0112	0.0155	0.0276
O	-0.0033	-0.0197	0.0293
O	-0.0108	-0.0159	0.0208
O	-0.0222	0.005	0.0129
O	-0.0272	-0.0154	0.0139
O	0.0101	0.0131	0.0154
O	0.0368	-0.0131	0.0129
Si	-0.0024	0.0028	0.0049
Si	-0.0026	0.0002	0.0059
Si	0.0021	-0.001	0.004
Si	-0.0017	0.0027	0.0054
Si	-0.0027	0.0014	0.0024
Si	-0.002	0	0.0021
Si	0.0002	0.0012	-0.0041
Si	-0.0062	-0.0033	0.0016
Si	-0.0003	0.0046	0.0039
Si	0.0044	0.0033	-0.0053
Si	0	0.0003	-0.0035
Si	-0.017	-0.0111	-0.0076
Si	0.0028	0.0063	0.006
Si	-0.01	0.003	0.0081
Si	0.0001	-0.0015	0.0042
Si	-0.0048	-0.0002	-0.0031
Si	0.0078	-0.0021	0.0043
Si	0.0034	-0.003	0.0047
Si	-0.0047	0.0005	-0.0129
Si	-0.0004	-0.0002	0.0034
Si	0.0021	-0.0004	0.0029
Si	-0.0032	-0.005	0.0068
Si	-0.0004	-0.0038	-0.0052
Si	-0.0034	-0.0042	0.0033
Si	0.001	-0.0009	-0.0034
Si	0.0009	-0.0019	0.008
Si	0.0004	-0.0041	0.0014
Si	0.0056	-0.0008	0.0002
Si	-0.0039	-0.0005	-0.0031
Si	0.0008	-0.0001	0.0005
Si	-0.0038	-0.0005	-0.0033
Si	0.0017	0.0015	0.0033
Si	0.0011	-0.0044	0.0022
Si	0	0.0007	-0.0012
Si	-0.0027	-0.005	-0.0105
Si	-0.0063	0.0023	0.0055
Si	0.0164	0.0146	-0.0058
Si	-0.0006	-0.0014	0.0022
O	0.0095	-0.011	0.0233
O	-0.0137	-0.0082	0.0296
O	-0.0194	0.0003	-0.0181
O	-0.0136	-0.0007	0.0012
O	-0.016	0.0034	-0.0059
O	-0.011	-0.0168	0.0013
O	-0.0113	-0.0055	0.0182
O	0.0037	0.0117	-0.0218
O	-0.004	0.0101	-0.0098
O	-0.023	0.02	0.0039
O	0.0474	-0.0346	0.0224
O	0.012	-0.0105	0.0019
O	0.0036	-0.0121	-0.0067
O	0.013	-0.0045	0.012
O	0.0024	0.0001	0.0048
O	-0.0082	0.0309	-0.0128
O	0.0066	-0.0049	0.024
O	0.0229	0.0142	0.0006
O	-0.0076	0.0095	0.0058
O	-0.0031	0.0093	-0.0071
O	0.0335	-0.0063	0.0089
O	-0.0029	-0.0057	-0.0096
O	0.0005	0.0117	0.0068
O	0.0347	0.0167	0.0001
O	0.0058	0.0041	-0.0145
O	0.0051	-0.0155	-0.0306
O	-0.0123	0.0091	0.0157
O	0.0043	0.0085	-0.0218
O	0.0073	-0.0093	0.0036
O	-0.0089	-0.0193	0.02
O	-0.0163	-0.006	0.0182
O	0.0078	0.018	-0.0169
O	0.015	0.0114	-0.0073
O	-0.0049	0.0081	-0.0154
O	-0.0034	-0.0141	0.0173
O	-0.0015	-0.0068	-0.0038
O	-0.0178	0.0097	-0.0168
O	-0.0017	-0.0043	-0.0193
O	-0.0007	-0.0024	-0.0058
O	-0.0211	-0.0152	-0.0029
O	-0.0092	0.0022	0.0101
O	0.0061	-0.0055	0.0127
O	0.0095	0.0097	0.0025
O	-0.029	-0.0204	-0.0062
O	0.0015	-0.0014	-0.016
O	-0.0017	-0.0039	0.0205
O	-0.0008	-0.0058	-0.0017
O	-0.008	0.0343	-0.0023
O	0.0128	-0.0157	-0.0126
O	-0.0088	0.0105	-0.0122
O	0.0026	-0.017	0.0146
O	0.0135	0.0217	-0.0093
O	0.0014	-0.0106	-0.0077
O	0.0097	-0.0146	-0.0066
O	0.0162	0.0039	0.0056
O	0.0206	-0.0169	0.0223
O	-0.019	0.0103	0.0164
O	0.0002	-0.0046	0.0118
O	0.0034	-0.0007	-0.0141
O	0.0217	0.0161	0.0091
O	-0.0111	0.0214	-0.0206
O	0.0049	-0.0037	0.007
O	0.0005	-0.0036	-0.0337
O	-0.0241	-0.0051	0.0274
O	0.0085	-0.021	-0.0025
O	-0.0051	-0.0063	-0.013
O	0.0155	-0.0219	0.0066
O	-0.0041	0.0134	-0.001
H	-0.0005	-0.0049	-0.0096
H	-0.0519	0.0311	0.0191

The program warned: the cutoff lies below the one the program advises for these potential files; the forces do not sum to zero within the program's tolerance; the exchange-correlation potential is rough where the density is thin.
